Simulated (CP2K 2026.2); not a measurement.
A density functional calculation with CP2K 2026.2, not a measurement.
Periodic cell of 533 atoms, Si368O165, from a study of silicon, its oxide and their interface. The atomic structure is a simulated model.
Doubt: the forces sum to 0.74 eV/angstrom along one axis rather than to zero, so they err by at least 0.0014 eV/angstrom per atom on average; the grid cutoff is modest.

Settings
functional: PBE
method: Gaussian and plane waves
basis set: DZVP-MOLOPT-SR-GTH
pseudopotentials: GTH-PBE
grid cutoff: 350 Ry, relative cutoff 50 Ry
k points: Gamma only
occupations: fixed
spin: none
net charge: 0

Cell vectors (angstrom)
a	15.3871	0	0
b	0	15.3871	0
c	0.9333	-3.2052	39.9051

Atoms and the computed forces on them: element, x, y, z (angstrom), force x, y, z (eV/angstrom)
Si	12.662	12.367	30.546	-0.131	0.037	0.178
Si	13.514	1.421	31.121	-0.07	0.101	0.238
Si	12.595	4.243	31.85	0.119	0.093	0.625
Si	13.049	7.277	31.128	0.021	-0.006	0.294
Si	15.465	11.805	31.055	0.041	-0.075	0.108
Si	0.783	4.674	28.214	0.028	0.027	0.016
Si	1.622	4.076	31.14	-0.147	-0.095	0.178
Si	15.741	8.761	30.951	0.036	-0.057	0.128
Si	6.519	12.647	31.689	-0.027	-0.029	0.149
Si	5.408	0.163	31.011	-0.143	-0.063	0.156
Si	4.699	4.796	31.547	0.325	-0.299	0.601
Si	5.086	7.914	31.85	-0.389	0.165	0.652
Si	7.053	10.762	29.296	-0.037	-0.103	0.225
Si	8.136	1.037	31.061	0.028	0.063	0.199
Si	9.505	3.859	31.186	-0.127	0.039	0.22
Si	8.988	6.152	29.238	0.006	0.133	0.165
Si	1.292	12.242	33.816	-0.167	-0.08	0.85
Si	1.633	0.69	33.746	0.045	0.052	-0.034
Si	15.621	4.477	33.932	-0.15	0.011	0.587
Si	1.643	8.291	33.815	0.215	-0.041	0.631
Si	4.393	12.085	33.785	0.25	0.074	0.874
Si	4.723	-1.283	35.024	0.016	-0.037	-0.053
Si	5.486	4.446	33.765	0.062	-0.018	-0.007
Si	4.076	8.251	33.908	-0.035	-0.064	-0.002
Si	8.813	12.268	33.877	-0.22	-0.11	0.785
Si	8.981	0.686	33.964	-0.149	0.054	0.781
Si	7.954	4.508	33.854	-0.315	0.046	0.587
Si	9.478	8.415	33.87	0.154	-0.215	0.666
Si	11.954	12.174	33.651	0.363	-0.003	0.87
Si	12.117	0.693	33.874	0.207	0.015	0.785
Si	13.199	4.457	34.058	0.025	0.037	0.029
Si	11.931	8.222	33.958	-0.405	0.065	0.574
Si	1.026	-1.197	35.079	-0.04	-0.041	-0.037
Si	0.969	2.55	35.091	-0.055	-0.051	0.028
Si	0.947	6.407	35.103	-0.009	0.07	0.038
Si	0.995	10.235	35.048	-0.002	0.022	-0.061
Si	4.072	0.67	33.811	-0.193	0.012	0.61
Si	4.797	2.564	35.056	-0.021	-0.004	0.013
Si	4.78	6.33	35.093	0.017	0.013	0.06
Si	4.694	10.18	35.125	0.017	0.038	-0.025
Si	8.636	-1.239	35.239	0.002	-0.022	-0.018
Si	8.602	2.643	35.18	0.001	0.008	0.016
Si	8.628	6.463	35.019	0.03	0.049	0.033
Si	8.668	10.261	35.123	-0.012	-0.011	-0.027
Si	12.451	-1.319	35.031	-0.005	-0.021	-0.046
Si	12.531	2.559	35.241	-0.035	-0.05	0.017
Si	12.488	6.36	35.251	-0.027	0.018	0.056
Si	12.427	10.263	35.019	-0.004	0.016	-0.043
Si	14.418	-1.274	36.367	-0.01	-0.011	0.022
Si	14.47	2.46	36.539	0	0.028	-0.011
Si	14.445	6.493	36.535	-0.004	-0.044	-0.038
Si	14.401	10.252	36.353	-0.012	0.022	-0.005
Si	2.886	-1.279	36.514	-0.021	-0.005	0.004
Si	2.886	2.652	36.469	0.008	-0.021	-0.047
Si	2.866	6.294	36.489	-0.01	0.008	-0.049
Si	2.828	10.254	36.542	0.024	-0.007	0.014
Si	6.636	-1.258	36.442	0.019	-0.011	0.03
Si	6.673	2.507	36.505	0.001	0.013	0
Si	6.715	6.498	36.442	-0.01	-0.04	-0.028
Si	6.686	10.209	36.411	0.013	0.049	0.013
Si	10.596	-1.279	36.527	0.007	0.01	0.051
Si	10.553	2.649	36.524	0.007	0.004	0.011
Si	10.503	6.324	36.503	-0.016	0.017	-0.044
Si	10.572	10.307	36.51	-0.009	-0.006	0.043
Si	14.426	12.178	37.738	0	0.005	0.006
Si	14.417	0.564	37.87	0.001	-0.011	0.02
Si	14.441	4.481	37.816	-0.01	-0.012	-0.044
Si	14.405	8.405	37.852	-0.004	0.011	0.012
Si	2.858	12.186	37.873	-0.002	-0.003	0.033
Si	2.888	0.682	37.814	-0.008	-0.008	-0.024
Si	2.858	4.472	37.924	-0.013	-0.002	0.064
Si	2.856	8.279	37.819	-0.001	0.022	-0.031
Si	6.681	12.167	37.764	0.013	-0.009	0.006
Si	6.684	0.614	37.874	0.024	-0.007	0.014
Si	6.699	4.51	37.786	-0.002	0.005	-0.067
Si	6.696	8.356	37.857	0.001	0	0.023
Si	10.575	12.198	37.888	0.032	0	0.018
Si	10.569	0.674	37.838	-0.001	-0.011	-0.012
Si	10.538	4.494	37.938	0.003	0	0.051
Si	10.551	8.322	37.802	-0.01	0.027	-0.01
Si	0.919	12.181	39.185	0.001	0.004	0.01
Si	0.969	0.619	39.195	-0.004	-0.003	0.019
Si	0.924	4.479	39.24	0.015	-0.01	0.001
Si	0.946	8.34	39.2	0.004	-0.014	0.004
Si	4.797	12.173	39.195	-0.001	0.013	-0.007
Si	4.773	0.651	39.224	-0.018	0.006	0.007
Si	4.814	4.501	39.211	-0.017	-0.007	0.019
Si	4.767	8.331	39.2	0.005	-0.002	0.025
Si	8.605	12.184	39.171	-0.017	-0.012	-0.006
Si	8.636	0.63	39.196	0.006	0.003	0.004
Si	8.586	4.482	39.22	-0.006	0.002	-0.001
Si	8.637	8.342	39.188	0.013	-0.004	-0.002
Si	12.526	12.187	39.179	0.014	0.008	-0.007
Si	12.484	0.642	39.21	-0.008	0.008	0.004
Si	12.516	4.494	39.202	-0.003	0.009	0.006
Si	12.469	8.345	39.185	-0.018	-0.002	0.011
Si	15.43	1.906	11.568	0.029	-0.003	-0.011
Si	15.43	5.753	11.555	0.017	-0.006	-0.013
Si	15.456	9.603	11.549	-0.008	0.003	-0.001
Si	15.423	13.462	11.576	0.01	-0.002	0.001
Si	3.794	1.924	11.525	-0.011	0.006	-0.013
Si	3.793	5.786	11.54	-0.024	-0.011	-0.006
Si	3.803	9.639	11.553	-0.002	0	-0.007
Si	3.82	13.472	11.573	-0.02	0.006	-0.011
Si	7.76	1.923	11.543	0.006	0.008	-0.008
Si	7.758	5.77	11.538	-0.008	0.001	-0.017
Si	7.756	9.614	11.533	0.001	-0.009	-0.014
Si	7.751	13.477	11.572	0.024	-0.004	-0.003
Si	11.511	1.924	11.526	0.003	0.002	-0.004
Si	11.51	5.777	11.551	0.006	0.011	-0.012
Si	11.521	9.606	11.553	-0.008	0.013	-0.024
Si	11.485	13.443	11.557	-0.02	-0.008	-0.008
Si	13.452	1.899	12.822	0.021	0.019	-0.012
Si	13.47	5.749	12.834	0.005	0.01	-0.008
Si	13.497	9.566	12.816	0.005	0.013	-0.033
Si	13.438	13.413	12.831	-0.016	-0.016	-0.018
Si	1.937	1.919	13.009	-0.004	-0.013	0.001
Si	1.916	5.773	13.009	0.008	-0.006	-0.018
Si	1.932	9.622	13.025	0.028	0.003	0.007
Si	1.931	13.467	13.017	-0.021	0.006	0.001
Si	5.767	1.934	12.763	-0.019	0.006	-0.037
Si	5.775	5.804	12.773	0.003	-0.009	-0.026
Si	5.787	9.662	12.789	0.033	-0.021	-0.03
Si	5.79	13.508	12.85	-0.006	-0.004	0.009
Si	9.655	1.924	12.986	-0.023	0.006	0.01
Si	9.635	5.76	13.001	-0.001	0.002	-0.007
Si	9.631	9.607	12.985	0.016	0	-0.001
Si	9.624	13.466	13.043	0.005	0.004	-0.013
Si	13.388	-0.04	14.126	-0.041	0.015	0.029
Si	13.462	3.82	14.155	0.026	-0.01	0.03
Si	13.511	7.661	14.175	0.001	0.029	0.009
Si	13.484	11.468	14.143	-0.013	0.003	0.014
Si	1.945	-0.001	14.42	0.002	0.001	-0.045
Si	1.942	3.845	14.4	-0.015	-0.011	-0.006
Si	1.902	7.691	14.419	0.004	0.02	0
Si	1.922	11.555	14.424	-0.013	-0.004	-0.007
Si	5.778	0.075	14.157	-0.022	0.03	0.027
Si	5.763	3.862	14.047	-0.017	-0.005	0.025
Si	5.751	7.737	14.081	0.01	0.014	0.007
Si	5.818	11.566	14.145	0.019	-0.001	0.055
Si	9.638	0.036	14.423	0.007	-0.039	0.002
Si	9.677	3.83	14.395	0.005	0.012	0.007
Si	9.628	7.689	14.381	0.004	0.001	0.011
Si	9.62	11.506	14.408	-0.028	0.01	0.01
Si	15.231	-0.048	15.53	0.043	-0.017	0.019
Si	15.288	3.837	15.621	0.045	0.021	0.066
Si	15.295	7.685	15.736	0.039	0.008	0.09
Si	15.273	11.497	15.684	0.065	0.021	0.061
Si	3.987	0.059	15.69	-0.086	-0.001	0.076
Si	4.002	3.882	15.584	-0.068	0.016	0.043
Si	4.456	9.638	16.832	0.264	0.024	-0.52
Si	3.99	11.593	15.604	0.004	-0.004	0.043
Si	7.609	0.155	15.633	0.022	0.041	0.07
Si	7.589	3.874	15.498	0.057	0.019	0.009
Si	7.562	7.785	15.552	0.021	0.012	0.083
Si	7.612	11.597	15.692	0.068	-0.001	0.065
Si	11.631	-0.05	15.73	-0.036	-0.039	0.028
Si	11.689	3.741	15.71	-0.034	-0.007	0.086
Si	11.668	7.58	15.615	-0.064	-0.021	0.061
Si	11.656	11.39	15.601	-0.033	-0.05	0.024
Si	14.664	1.865	16.76	-0.033	0.07	-0.099
Si	14.781	5.727	16.971	-0.04	-0.016	-0.016
Si	14.621	9.612	16.988	-0.194	-0.095	-0.612
Si	14.604	13.452	16.825	-0.187	-0.045	-0.646
Si	4.616	2.01	16.887	0.008	0.004	-0.042
Si	3.952	7.709	15.595	-0.059	-0.029	0.051
Si	4.586	5.811	16.843	0.018	0.017	-0.07
Si	4.718	13.505	16.829	0.059	0.007	-0.066
Si	7.017	2.104	16.928	-0.197	-0.169	-0.591
Si	7.032	5.804	16.671	-0.39	0.124	-0.602
Si	6.907	9.653	16.868	-0.051	0.013	-0.097
Si	7.151	13.618	16.877	0.01	-0.009	-0.018
Si	12.25	1.833	17.076	0.031	0.004	-0.036
Si	12.26	6.227	22.258	0.036	0.065	-0.108
Si	12.165	9.45	16.921	0.008	0.057	-0.091
Si	12.212	13.316	16.82	-0.021	0.012	-0.013
Si	11.012	0.589	21.951	0.008	0.034	-0.177
Si	12.308	5.688	16.895	0.32	-0.023	-0.635
Si	11.474	9.728	19.176	0.086	-0.361	-0.598
Si	11.243	12.765	18.866	0.366	0.146	-0.647
Si	0.793	1.567	18.459	-0.402	0.066	-0.471
Si	3.68	5.588	18.994	0.185	0.183	-0.61
Si	14.471	10.109	20.011	0.087	-0.021	-0.253
Si	1.109	-1.301	19.05	-0.107	-0.065	-0.167
Si	3.503	2.572	18.859	0.417	-0.215	-0.528
Si	8.133	6.299	19.472	0.039	-0.013	-0.175
Si	7.932	11.782	20.811	-0.016	0.031	0.001
Si	8.288	-1.39	18.937	-0.423	-0.108	-0.668
Si	11.8	2.28	19.422	0.084	-0.264	-0.65
Si	10.978	5.127	19.708	-0.043	-0.053	-0.177
Si	11.691	10.685	28.228	-0.064	-0.034	0.154
Si	6.283	10.93	23.321	0.109	0.038	-0.08
Si	8.264	1.924	22.755	-0.111	-0.011	-0.113
Si	12.698	1.488	24.371	-0.031	-0.002	-0.121
Si	0.448	5.683	19.114	-0.204	0.038	-0.681
Si	14.72	3.001	20.47	-0.007	-0.045	-0.196
Si	9.023	12.211	27.455	-0.02	0.002	0.062
Si	7.358	8.121	22.871	-0.006	-0.006	-0.124
Si	13.277	-0.903	26.225	0.064	0.057	-0.044
Si	11.543	7.629	28.564	0.063	-0.072	0.093
Si	15.713	12.936	26.065	0.099	0.058	-0.052
Si	15.536	-0.895	21.972	-0.033	0.064	-0.162
Si	15.04	7.573	21.485	-0.021	-0.032	-0.187
Si	7.248	9.364	19.155	-0.204	0.126	-0.669
Si	10.335	8.607	21.805	0.056	0.086	-0.163
Si	11.796	11.069	23.269	-0.036	-0.069	-0.153
Si	2.722	2.323	27.545	0.034	0.044	0.062
Si	11.744	4.432	24.843	0.052	0.063	-0.05
Si	4.256	5.074	23.427	-0.058	0	0.021
Si	9.87	13.151	22.618	-0.107	0.045	-0.045
Si	1.792	12.332	28.615	0.056	-0.066	0.065
Si	6.638	6.164	25.07	-0.013	0.123	-0.157
Si	3.846	13.119	18.913	0.332	-0.011	-0.619
Si	2.044	12.811	23.674	0.134	-0.024	-0.033
Si	3.305	10.159	22.661	0.044	-0.023	-0.209
Si	7.848	13.063	24.833	0.001	-0.071	-0.087
Si	2.031	9.262	28.277	-0.046	0.058	0.114
Si	1.197	0.984	31.403	0.148	-0.03	0.757
Si	7.533	2.056	27.155	-0.053	0.093	0.07
Si	13.187	11.579	25.81	-0.061	-0.001	-0.085
Si	0.915	7.098	26.439	-0.022	-0.055	0.096
Si	2.953	-0.303	29.217	-0.072	0.056	0.13
Si	4.342	10.186	19.741	-0.07	-0.042	-0.2
Si	2.742	2.447	24.366	0.008	0.028	0.034
Si	7.424	1.382	19.808	0.074	0.132	-0.025
Si	6.291	6.429	27.878	-0.047	0.105	0.072
Si	8.737	3.904	25.101	0.057	-0.08	-0.106
Si	12.134	-0.381	29.029	0.019	-0.075	0.171
Si	2.102	7.337	23.497	-0.047	0.108	-0.041
Si	9.144	-0.269	28.66	-0.004	0.016	0.116
Si	4.022	-0.185	23.427	-0.059	-0.04	-0.074
Si	5.691	6.212	21.138	-0.068	0.155	-0.132
Si	13.667	5.831	26.988	0.064	-0.016	-0.01
Si	15.359	2.044	23.228	0.088	-0.058	-0.192
Si	4.848	8.835	29.106	-0.057	-0.007	0.068
Si	13.456	12.598	21.083	0.028	-0.121	-0.128
Si	6.585	0.334	24.925	0.121	0.062	-0.076
Si	4.561	0.363	20.489	-0.061	0.089	-0.116
Si	8.048	8.443	31.191	0.007	0.066	0.062
Si	5.349	3.741	28.692	-0.025	0.013	0.098
Si	15.399	13.468	0.652	0.018	0.01	0
Si	15.401	1.912	0.658	0.021	-0.003	0.008
Si	15.388	5.748	0.666	-0.004	-0.002	0.004
Si	15.383	9.624	0.666	-0.009	-0.002	0.003
Si	3.847	13.461	0.656	-0.008	-0.007	0.003
Si	3.851	1.917	0.656	-0.009	-0.004	0.01
Si	3.864	5.781	0.67	-0.008	0.001	0.006
Si	3.857	9.623	0.668	-0.007	0.01	-0.005
Si	7.694	13.471	0.642	0.011	0.002	-0.006
Si	7.693	1.913	0.649	0.011	0.005	-0.003
Si	7.682	5.758	0.662	-0.003	-0.008	-0.001
Si	7.688	9.625	0.655	-0.001	-0.008	-0.003
Si	11.55	13.471	0.643	0.001	0.004	-0.001
Si	11.554	1.919	0.654	0.004	0	0.003
Si	11.563	5.774	0.66	0.001	-0.008	-0.001
Si	11.561	9.627	0.65	0.003	-0.001	-0.007
Si	1.929	13.471	2.024	0.001	0.013	0.009
Si	1.933	1.909	2.025	-0.007	-0.014	0.005
Si	1.931	5.771	2.023	0.003	-0.006	-0.001
Si	1.926	9.619	2.022	0.01	0.009	0.004
Si	5.775	13.46	2.01	-0.005	0.001	-0.004
Si	5.774	1.925	2.015	0	0.001	0
Si	5.775	5.762	2.037	0	-0.003	0.005
Si	5.776	9.628	2.028	-0.005	0.001	0.002
Si	9.622	13.476	2.006	0	0.009	0.001
Si	9.622	1.91	2.011	0.001	-0.013	0.003
Si	9.623	5.772	2.009	0.001	-0.007	-0.003
Si	9.625	9.616	2.005	-0.001	0.004	-0.004
Si	13.471	13.458	2.008	0	-0.011	-0.001
Si	13.475	1.928	2.015	0.002	0.014	-0.005
Si	13.473	5.762	2.031	0.003	0.001	0.005
Si	13.468	9.625	2.027	0.002	-0.001	0.008
Si	1.931	-0.003	3.396	0.007	0	0.008
Si	1.933	3.842	3.382	0.003	-0.006	0
Si	1.928	7.695	3.387	-0.013	0.003	0
Si	1.93	11.543	3.384	-0.005	0	0.001
Si	5.775	-0.002	3.371	-0.002	0.001	0.005
Si	5.775	3.838	3.388	-0.004	0.003	0.002
Si	5.777	7.698	3.38	0.008	-0.003	-0.004
Si	5.777	11.548	3.384	0.001	-0.008	0.001
Si	9.622	-0.001	3.386	0	0.001	0.007
Si	9.624	3.843	3.371	0.001	-0.002	0.004
Si	9.624	7.695	3.377	-0.001	0	0.003
Si	9.624	11.544	3.368	0.001	0.003	0
Si	13.471	-0.003	3.367	0.003	0.005	-0.002
Si	13.471	3.84	3.386	-0.005	0.003	0.001
Si	13.472	7.695	3.377	0.002	0.003	-0.001
Si	13.47	11.546	3.381	0.007	-0.007	-0.001
Si	15.384	-0.002	4.743	-0.007	-0.005	-0.004
Si	15.393	3.843	4.744	-0.009	0.003	-0.001
Si	15.389	7.697	4.744	-0.016	0.001	0.001
Si	15.389	11.542	4.742	-0.01	0.004	-0.001
Si	3.862	-0.002	4.747	0.007	-0.001	0.002
Si	3.855	3.841	4.748	0.012	-0.004	-0.001
Si	3.857	7.696	4.746	0.015	-0.002	-0.003
Si	3.857	11.543	4.746	0.008	0.008	-0.001
Si	7.693	0	4.741	-0.01	-0.002	-0.002
Si	7.701	3.844	4.741	-0.013	-0.001	-0.003
Si	7.698	7.697	4.74	-0.02	0.001	-0.003
Si	7.701	11.544	4.738	-0.013	0.002	-0.002
Si	11.555	-0.003	4.738	0.01	-0.003	-0.003
Si	11.548	3.841	4.74	0.015	-0.002	0
Si	11.551	7.694	4.739	0.019	-0.004	0
Si	11.548	11.542	4.737	0.015	0.001	-0.003
Si	15.382	13.463	6.104	0.008	0	-0.002
Si	15.383	1.92	6.107	0.007	-0.002	0
Si	15.386	5.77	6.101	0.011	0.006	-0.002
Si	15.384	9.62	6.106	0.01	0.007	0
Si	3.864	13.464	6.11	-0.008	-0.001	0.003
Si	3.862	1.919	6.111	-0.008	-0.006	0.001
Si	3.862	5.769	6.104	-0.013	-0.011	-0.004
Si	3.862	9.62	6.109	-0.011	0	0
Si	7.693	13.464	6.104	0.01	-0.001	0.001
Si	7.692	1.922	6.106	0.01	-0.002	0.004
Si	7.692	5.772	6.1	0.015	-0.001	-0.002
Si	7.691	9.621	6.102	0.019	-0.006	-0.004
Si	11.558	13.462	6.102	-0.008	0.004	-0.002
Si	11.557	1.919	6.102	-0.008	0.002	0
Si	11.558	5.768	6.098	-0.017	-0.001	0
Si	11.557	9.619	6.101	-0.014	0.007	-0.002
Si	1.926	13.464	7.445	-0.008	0.007	-0.007
Si	1.927	1.916	7.452	0.003	-0.004	-0.004
Si	1.929	5.77	7.445	0.002	0.001	-0.004
Si	1.928	9.623	7.451	-0.004	-0.001	0
Si	5.78	13.464	7.489	0	-0.002	0.005
Si	5.778	1.923	7.49	-0.004	0.005	0.002
Si	5.777	5.772	7.484	-0.001	0.001	-0.002
Si	5.779	9.623	7.489	0.007	0.003	0.002
Si	9.627	13.462	7.444	0.004	0.002	-0.003
Si	9.627	1.919	7.445	0.002	-0.004	0
Si	9.626	5.77	7.438	0.002	0.002	-0.003
Si	9.624	9.62	7.442	-0.009	-0.003	-0.004
Si	13.471	13.458	7.486	0.007	-0.005	0.001
Si	13.468	1.919	7.488	-0.004	0	0.001
Si	13.473	5.767	7.482	0.005	-0.003	0.004
Si	13.471	9.618	7.486	0.001	-0.001	0.004
Si	1.923	-0.009	8.805	-0.001	-0.008	-0.007
Si	1.921	3.845	8.796	0.004	-0.001	-0.002
Si	1.93	7.694	8.795	-0.002	-0.01	0.001
Si	1.926	11.548	8.806	0.003	0.014	-0.008
Si	5.78	-0.001	8.861	0.002	-0.006	0.016
Si	5.776	3.85	8.856	-0.005	-0.006	0.014
Si	5.777	7.696	8.855	0.001	-0.017	0.014
Si	5.78	11.545	8.865	-0.001	-0.002	0.016
Si	9.63	-0.005	8.798	-0.003	-0.005	-0.002
Si	9.627	3.849	8.791	0.001	0.01	-0.008
Si	9.631	7.694	8.789	-0.003	0.002	-0.003
Si	9.622	11.54	8.798	0.01	-0.003	-0.002
Si	13.47	-0.008	8.858	0.006	0.002	0.01
Si	13.473	3.844	8.854	0.003	0.001	0.013
Si	13.476	7.691	8.853	-0.004	0.011	0.015
Si	13.473	11.538	8.862	-0.008	0.015	0.013
Si	15.419	-0.012	10.2	-0.028	0.013	-0.014
Si	15.422	3.83	10.197	-0.021	0.003	-0.01
Si	15.43	7.68	10.19	-0.014	-0.003	-0.007
Si	15.425	11.54	10.204	-0.028	-0.01	-0.003
Si	3.818	-0.007	10.187	0.015	0.01	-0.009
Si	3.813	3.857	10.181	0.014	-0.003	-0.011
Si	3.818	7.711	10.187	0.034	-0.004	-0.008
Si	3.82	11.558	10.194	0.031	-0.008	-0.008
Si	7.742	-0.001	10.19	-0.023	-0.007	-0.01
Si	7.737	3.846	10.181	-0.021	0.001	-0.006
Si	7.74	7.692	10.176	-0.002	0.004	-0.014
Si	7.737	11.553	10.199	-0.013	-0.008	-0.014
Si	11.519	-0.016	10.193	0.018	0	-0.012
Si	11.518	3.854	10.182	0.023	0.002	-0.012
Si	11.521	7.692	10.183	0.014	0.005	-0.013
Si	11.514	11.529	10.189	0.01	0	-0.012
O	12.068	11.078	29.759	-0.152	-0.329	0.246
O	12.563	12.161	32.146	0.175	-0.126	-0.148
O	12.964	0.784	32.498	0.418	-0.058	-0.041
O	15.029	0.913	30.978	-0.149	-0.163	-0.132
O	1.348	8.887	29.693	0.329	0.007	-0.097
O	12.72	7.998	32.534	0.355	0.038	-0.367
O	2.839	12.161	33.268	-0.072	0.015	-0.564
O	15.694	12.421	32.53	-0.219	0.45	-0.224
O	1.077	4.796	29.802	-0.247	0.348	-0.041
O	3.095	4.598	31.515	-0.028	0.013	0.093
O	1.165	8.227	32.244	0.208	-0.129	-0.176
O	5.304	11.894	32.447	-0.148	-0.267	-0.465
O	12.661	0.882	29.876	-0.148	0.182	-0.453
O	6.59	1.19	30.6	-0.019	0.632	-0.476
O	4.538	0.77	32.232	-0.214	0.07	-0.154
O	6.677	8.219	32.018	-0.005	-0.177	0.286
O	10.353	12.241	33.344	-0.024	0.025	-0.419
O	8.058	0.674	32.631	-0.53	-0.103	-0.061
O	10.536	0.711	33.447	-0.072	0.255	-0.525
O	11.028	3.836	31.715	-0.077	-0.034	0.212
O	9.474	4.752	29.856	0.379	-0.088	-0.508
O	2.073	5.856	19.036	-0.039	0.04	-0.032
O	4.778	0.184	22.058	0.57	0.187	0.026
O	15.131	9.765	18.563	0.48	0.169	0.115
O	15.097	13.61	18.396	-0.236	-0.11	0.377
O	14.728	6.769	26.182	-0.349	0.515	-0.348
O	7.981	5.678	18.002	0.337	-0.399	0.111
O	5.798	9.499	19.9	-0.072	-0.126	0.304
O	3.74	9.601	18.342	-0.393	-0.168	0.197
O	7.446	13.076	19.978	-0.461	0.185	0.027
O	7.56	2.331	18.491	0.142	0.459	0.212
O	9.589	5.888	20.027	0.087	0.342	0.523
O	8.398	0.117	19.547	0.596	0.306	0.008
O	11.629	5.777	18.384	-0.089	0.535	0.062
O	14.793	3.025	22.07	-0.213	0.297	0.24
O	13.451	3.04	31.158	0.535	0.195	-0.174
O	8.423	3.282	23.624	-0.13	0.434	-0.354
O	6.682	2.971	28.182	0.228	-0.146	0.199
O	1.227	2.778	23.923	-0.025	0.446	0.337
O	14.246	12.511	30.282	0.103	0.492	-0.652
O	3.724	3.597	23.791	0.176	-0.21	-0.254
O	8.846	12.334	25.858	0.277	-0.171	-0.222
O	15.144	10.23	31.253	-0.225	-0.006	0.266
O	1.974	-0.124	30.505	0.129	-0.618	0.151
O	5.39	3.984	30.309	0.522	-0.369	0.016
O	1.017	-1.015	20.622	0.192	0.067	0.166
O	8.786	-1.747	28.152	-0.363	-0.031	0.299
O	8.538	4.487	32.318	-0.072	0.373	-0.089
O	2.981	0.998	23.708	-0.536	-0.052	-0.299
O	5.644	10.189	28.751	-0.385	0.171	-0.25
O	11.331	1.088	20.431	-0.056	-0.306	0.141
O	7.743	5.874	28.279	0.212	-0.619	-0.444
O	5.191	5.027	22.112	0.366	-0.493	-0.082
O	13.662	7.023	22.129	0.154	0.146	0.094
O	10.812	12.301	23.593	-0.044	0.051	0.808
O	14.618	11.687	20.374	0.373	0.363	-0.154
O	8.253	0.856	27.942	0.038	-0.217	-0.147
O	15.513	1.692	19.935	0.012	-0.404	0.619
O	9.846	13.57	18.886	0.138	0.186	-0.217
O	4.062	-1.045	19.931	-0.164	0.037	0.462
O	10.572	8.817	20.196	-0.49	-0.425	-0.016
O	6.797	11.49	21.901	-0.294	0.169	-0.207
O	7.701	2.118	21.228	-0.265	0.559	0.006
O	6.144	7.574	21.918	-0.189	0.19	0.107
O	12.568	13.086	25.798	-0.538	-0.068	-0.413
O	7.523	4.89	25.456	-0.154	-0.312	0.057
O	11.899	7.772	30.127	-0.33	0.109	0.032
O	3.049	6.092	23.111	-0.331	-0.092	-0.279
O	5.109	-0.188	24.594	-0.193	-0.109	0.614
O	10.707	0.007	28.391	0.077	0.396	-0.397
O	1.962	2.693	18.327	-0.074	0.546	-0.326
O	8.748	8.39	22.082	-0.2	0.073	-0.003
O	2.964	2.323	25.952	0.318	-0.002	-0.074
O	3.313	-1.628	23.343	0.14	-0.118	0.015
O	1.52	0.107	18.334	0.547	-0.065	-0.254
O	12.272	0.924	22.909	0.278	-0.217	-0.148
O	13.154	-0.696	27.823	0.218	-0.059	0.281
O	7.852	12.445	32.575	0.12	-0.227	-0.136
O	15.982	12.82	27.652	-0.574	0.212	0.279
O	1.488	5.904	27.4	0.601	0.123	0.161
O	6.365	7.048	26.392	-0.217	0.412	-0.127
O	12.907	11.642	22.257	0.377	-0.298	0.32
O	11.959	-1.667	30.011	-0.158	0.162	0.132
O	6.977	9.503	23.605	-0.015	-0.192	0.545
O	6.661	12.025	24.447	-0.529	0.132	0.265
O	12.965	10.938	27.271	0.342	-0.054	0.147
O	4.494	11.792	19.577	0.216	0.044	0.178
O	8.521	7.114	30.435	-0.175	-0.077	0.079
O	15.055	9.17	21.188	0.053	0.137	0.543
O	8.991	2.378	30.82	0.362	0.015	-0.15
O	0.828	7.259	22.524	0.031	-0.283	0.168
O	5.858	7.603	28.88	0.4	-0.084	0.104
O	2.227	12.958	18.745	-0.226	-0.589	-0.221
O	15.269	6.878	20.043	-0.347	0.132	-0.214
O	1.673	7.133	25.03	0.409	-0.022	0.022
O	7.337	-0.964	25.524	0.24	0.203	0.504
O	14.783	11.7	25.565	0.27	-0.393	-0.235
O	8.164	10.505	19.855	0.431	0.019	0.087
O	1.143	8.55	27.13	-0.253	0.32	-0.384
O	8.587	-1.81	23.486	-0.218	0.524	-0.131
O	14.571	4.818	27.904	-0.239	-0.292	0.416
O	7.876	9.657	30.147	0.408	-0.074	-0.027
O	1.374	12.074	30.151	0.473	0.133	0.334
O	11.295	9.134	28.047	-0.354	-0.034	-0.465
O	3.963	4.031	19.406	0.243	-0.192	0.298
O	10.82	11.202	19.012	-0.644	-0.052	0.141
O	6.485	1.453	26.075	-0.403	0.217	0.099
O	1.736	12.845	25.271	0.241	-0.032	0.372
O	2.26	11.33	23.063	-0.483	-0.185	-0.199
O	10.16	4.68	25.102	-0.089	0.189	0.194
O	12.5	10.661	24.667	-0.007	-0.464	0.275
O	10.653	-0.987	21.974	0.307	-0.184	-0.448
O	6.104	-1.2	31.52	0.314	0.134	0.008
O	12.686	4.965	26.045	-0.147	-0.13	0.034
O	15.634	0.583	22.59	0.366	-0.09	0.203
O	4.467	8.863	30.684	-0.274	0.445	-0.02
O	12.536	0.318	25.472	-0.278	0.047	0.123
O	7.309	0.924	23.599	-0.181	-0.172	-0.024
O	9.368	12.146	21.454	0.592	-0.459	-0.219
O	12.234	5.218	23.515	0.429	-0.249	0.102
O	8.696	2.816	26.308	0.527	-0.052	0.156
O	4.492	6.521	20.07	-0.107	0.37	0.042
O	7.516	6.992	24.005	0.325	-0.252	0.182
O	10.177	6.801	28.372	-0.188	-0.211	-0.73
O	6.756	12.034	30.231	0.144	0.204	-0.223
O	11.86	2.819	24.715	-0.316	-0.274	-0.12
O	3.516	1.546	20.128	-0.219	0.032	0.306
O	3.43	9.92	21.05	-0.514	-0.076	-0.097
O	7.921	11.187	28.022	-0.074	-0.475	-0.456
O	11.067	7.296	22.382	-0.328	-0.209	0.239
O	8.838	-0.171	30.251	0.079	-0.558	0.297
O	1.733	2.467	30.986	0.507	-0.033	-0.081
O	0.716	13.422	23.017	-0.424	-0.053	0.315
O	14.524	7.739	30.644	0.15	-0.333	-0.29
O	1.394	3.234	27.78	-0.138	-0.164	-0.273
O	2.861	-1.827	28.648	0.48	-0.101	-0.161
O	4.705	10.677	23.267	0.054	0.342	0.438
O	12.75	6.842	27.849	0.202	-0.065	0.028
O	15.431	4.307	19.865	-0.054	-0.195	0.239
O	4.474	-0.062	29.719	0.159	-0.134	-0.495
O	7.881	7.896	19.413	0.307	0.117	0.085
O	14.86	-1.07	25.841	0.415	0.617	0.007
O	5.938	0.771	19.78	-0.131	0.045	-0.225
O	16	4.476	32.335	-0.325	0.363	-0.261
O	10.74	3.526	19.506	-0.671	0.019	0.102
O	12.278	13.044	20.074	-0.024	0.313	0.151
O	2.547	0.8	28.09	-0.369	0.034	-0.176
O	10.489	11.638	27.751	0.025	-0.018	0.111
O	3.998	2.946	28.316	-0.043	-0.174	0.341
O	4.96	6.379	31.343	-0.062	-0.06	-0.33
O	9.182	8.763	32.29	0.348	0.362	-0.407
O	12.97	5.658	31.15	0.027	-0.06	-0.264
O	12.01	5.355	20.922	0.485	-0.428	0.09
O	3.526	8.644	28.22	0.084	-0.232	-0.431
O	13.204	2.897	19.947	0.053	0.518	0.15
O	5.174	5.685	24.598	-0.101	0.258	0.444
O	14.251	1.899	24.375	0.147	-0.038	0.315
O	9.746	1.339	22.584	0.212	0.205	0.521
O	7.005	5.634	20.407	-0.008	-0.605	0.13
O	14.031	-1.385	21.642	-0.534	0.293	-0.094
O	12.89	9.805	19.954	-0.151	-0.219	0.332
O	10.953	9.857	22.627	-0.017	0.1	0.017
O	2.857	8.757	23.32	0.134	-0.064	0.239
O	2.236	10.863	28.068	0.241	0.078	-0.236
O	5.264	5.187	27.96	-0.379	0.121	-0.514

Results
total energy: -111716.195 eV
total energy less fixed offsets of O -438.35, Si -107.03 eV per atom: -1.405 eV
